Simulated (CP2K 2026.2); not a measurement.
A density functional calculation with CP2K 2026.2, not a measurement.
Periodic cell of 534 atoms, Si358O176, from a study of silicon, its oxide and their interface. The atomic structure is a simulated model.
Doubt: the forces sum to 1.70 eV/angstrom along one axis rather than to zero, so they err by at least 0.0032 eV/angstrom per atom on average; the grid cutoff is modest.

Settings
functional: PBE
method: Gaussian and plane waves
basis set: DZVP-MOLOPT-SR-GTH
pseudopotentials: GTH-PBE
grid cutoff: 400 Ry, relative cutoff 50 Ry
k points: Gamma only
occupations: fixed
spin: none
net charge: 0

Cell vectors (angstrom)
a	16.4025	0	0
b	0	16.4025	0
c	0	0	35.5168

Atoms and the computed forces on them: element, x, y, z (angstrom), force x, y, z (eV/angstrom)
Si	-0.507	0.083	-0.006	-0.255	-0.128	-0.199
Si	4.089	2.24	-0.251	-0.052	0.569	-0.223
Si	-0.033	5.817	-0.299	-0.079	-0.252	0.247
Si	3.041	8.121	-0.04	0.098	0.191	-0.04
Si	-0.486	11.301	0.072	0.027	0.144	-0.283
Si	2.697	13.221	-0.354	-0.122	0.267	-0.443
Si	5.469	0.249	0.266	0.219	-0.197	0.287
Si	8.1	2.568	0.195	-0.014	0.01	0.127
Si	5.353	6.008	0.263	0.268	0.115	-0.477
Si	9.544	9.388	-0.898	-0.112	-0.14	0.5
Si	5.298	11.306	-0.083	0.013	-0.013	0.523
Si	7.774	14.487	-0.305	0.318	-0.207	0.37
Si	10.575	0.608	0.014	0.129	-0.068	-0.187
Si	13.801	2.52	0.029	-0.213	0.261	-0.029
Si	10.495	5.495	-0.017	0.073	-0.457	0.347
Si	13.235	9.066	-0.069	0.712	0.14	0.323
Si	11.47	10.599	-0.158	-0.116	0.277	-0.08
Si	13.656	13.446	0.439	0.05	-0.001	-0.592
Si	1.402	1.25	0.98	-0.108	0.236	-0.232
Si	4.287	4.162	1.384	-0.122	-0.132	-0.009
Si	1.434	6.868	1.211	-0.013	0.204	-0.028
Si	4.169	9.692	1.315	-0.013	-0.166	-0.153
Si	1.239	12.338	1.26	-0.029	-0.14	-0.131
Si	3.993	15.247	1.342	0.142	0.056	0.024
Si	6.784	1.426	1.723	0.039	0.101	-0.046
Si	9.428	4.055	1.463	-0.243	0.103	-0.125
Si	7.024	7.182	1.561	-0.185	-0.084	0.021
Si	8.734	8.959	1.313	0.118	-0.124	-0.033
Si	6.883	12.543	1.109	0.091	0.132	-0.141
Si	9.513	15.191	1.195	0.005	0.158	-0.197
Si	12.215	1.5	1.474	0.086	-0.013	-0.255
Si	14.969	4.32	1.081	0.007	-0.075	-0.202
Si	11.914	6.791	1.342	0.149	-0.182	-0.041
Si	14.93	9.698	1.457	-0.369	-0.223	-0.269
Si	12.125	12.115	1.584	0.004	-0.153	0.072
Si	14.869	15.095	1.581	0.033	-0.145	-0.133
Si	0.03	2.826	2.404	-0.108	-0.047	-0.035
Si	2.633	0.142	2.712	0.134	-0.01	-0.037
Si	-0.013	8.213	2.596	0.037	0.044	0.115
Si	2.701	5.449	2.643	0.056	-0.083	0.035
Si	-0.004	13.746	2.74	0.006	-0.028	0.114
Si	2.657	10.98	2.621	0.078	0.059	0.143
Si	5.457	2.882	2.945	0.12	0.051	0.074
Si	8.239	-0.003	2.831	0.111	0.061	0.111
Si	5.424	8.333	2.823	0.012	0.042	0.099
Si	8.146	5.528	2.835	0.08	-0.005	-0.08
Si	5.407	13.734	2.596	-0.14	-0.025	-0.027
Si	8.075	10.96	2.538	-0.005	0.12	-0.234
Si	10.872	2.815	2.842	0.013	0.034	0.176
Si	13.504	0.062	2.841	-0.02	0.134	0.14
Si	10.677	8.256	2.682	-0.032	0.115	-0.121
Si	13.536	5.522	2.586	0.011	-0.029	0.096
Si	10.777	13.694	2.662	-0.13	0.147	-0.085
Si	13.609	10.952	2.929	0.068	-0.116	0.192
Si	1.305	4.102	3.999	-0.061	0.027	-0.141
Si	4.026	1.44	4.132	-0.041	0.103	-0.044
Si	1.328	9.586	4.024	-0.025	-0.027	-0.093
Si	4.04	6.858	4.06	0.032	-0.005	-0.071
Si	1.343	15.13	4.101	-0.066	-0.089	-0.016
Si	4.04	12.358	4.017	0.075	-0.006	-0.207
Si	6.829	4.207	4.26	0.041	-0.115	-0.002
Si	9.558	1.4	4.205	-0.025	-0.078	-0.174
Si	6.779	9.73	4.131	-0.187	-0.131	-0.017
Si	9.533	6.862	4.193	-0.079	-0.12	-0.05
Si	6.769	15.035	4.097	0.001	0.025	-0.203
Si	9.45	12.277	4.009	0.034	0.003	0.013
Si	12.305	4.179	4.11	-0.148	0.011	0.011
Si	15.048	1.478	3.978	-0.048	0.009	-0.173
Si	12.152	9.55	4.12	0.091	0.047	-0.072
Si	14.97	6.864	3.967	-0.047	0.009	-0.065
Si	12.165	15.021	4.112	0.061	0.029	-0.008
Si	15.04	12.364	4.148	-0.038	0.026	-0.031
Si	-0.001	0.02	10.928	-0.003	0.01	0.004
Si	2.711	2.737	10.926	0.032	0.001	0
Si	0.005	5.479	10.94	-0.004	-0.015	-0.001
Si	2.706	8.201	10.922	0.054	-0.043	-0.008
Si	-0.011	10.938	10.913	0.047	-0.011	-0.001
Si	2.713	13.676	10.933	0.013	-0.011	0.009
Si	5.455	0.009	10.94	0.034	-0.017	-0.005
Si	8.221	2.749	10.921	-0.005	0.004	-0.012
Si	5.448	5.474	10.909	0.041	-0.021	-0.009
Si	8.211	8.212	10.921	-0.002	-0.015	0
Si	5.448	10.941	10.926	0.041	-0.007	-0.01
Si	8.214	13.676	10.935	-0.007	-0.004	-0.007
Si	10.969	0.013	10.922	-0.008	-0.029	0.002
Si	13.699	2.751	10.948	-0.016	-0.02	0.013
Si	10.974	5.482	10.939	0.011	-0.03	0.002
Si	13.697	8.218	10.933	-0.015	0.001	0.011
Si	10.963	10.957	10.918	-0.039	0.008	0.001
Si	13.692	13.69	10.905	-0.008	-0.03	-0.007
Si	1.36	1.37	12.314	0.029	-0.001	0.006
Si	4.084	4.101	12.278	-0.004	-0.035	-0.025
Si	1.37	6.827	12.316	0.002	0.027	-0.001
Si	4.088	9.555	12.276	0.032	0.074	0.004
Si	1.353	12.292	12.294	-0.022	-0.008	0.001
Si	4.096	15.027	12.307	0.01	0.017	-0.004
Si	6.853	1.372	12.281	-0.017	-0.016	-0.006
Si	9.616	4.097	12.298	-0.034	0.009	0.022
Si	6.849	6.817	12.264	-0.046	0	-0.006
Si	9.613	9.567	12.267	0.024	0.011	-0.008
Si	6.842	12.289	12.274	-0.024	-0.021	-0.028
Si	9.632	15.021	12.279	-0.028	0.044	0.006
Si	12.349	1.365	12.304	-0.004	0.05	0.003
Si	15.077	4.101	12.321	0.012	0.034	-0.017
Si	12.375	6.824	12.309	-0.059	0.023	0.003
Si	15.064	9.569	12.321	-0.04	-0.021	0.013
Si	12.356	12.309	12.278	-0.005	0.056	-0.013
Si	15.044	15.056	12.297	0.007	-0.005	-0.004
Si	0.011	2.728	13.712	-0.028	0.023	0.013
Si	2.728	-0.005	13.672	0.005	-0.029	0.012
Si	0.027	8.19	13.705	0.021	-0.014	-0.005
Si	2.706	5.421	13.675	0.118	-0.017	0.024
Si	-0.005	13.674	13.655	0.021	0.011	-0.001
Si	2.716	10.901	13.652	0.08	0.001	0.011
Si	5.468	2.743	13.627	0.006	0.08	-0.003
Si	8.258	-0.008	13.606	-0.01	-0.001	-0.01
Si	5.459	8.163	13.612	0.082	-0.046	-0.019
Si	8.24	5.476	13.642	-0.01	-0.037	-0.014
Si	5.466	13.622	13.649	0.072	-0.005	0.006
Si	8.235	10.926	13.61	-0.074	0.072	0.042
Si	11.014	2.744	13.674	-0.003	-0.044	0.016
Si	13.709	0.018	13.705	-0.036	-0.027	0.031
Si	11.012	8.222	13.629	-0.024	-0.034	-0.033
Si	13.763	5.478	13.708	-0.002	-0.094	-0.01
Si	11.027	13.678	13.66	0.021	-0.109	0.01
Si	13.714	10.964	13.677	-0.047	0.024	0.007
Si	1.376	4.056	15.116	-0.034	-0.042	0.075
Si	4.111	1.382	15.003	0.035	0.001	0.038
Si	1.38	9.559	15.075	-0.008	0.017	0.085
Si	4.087	6.799	14.983	0.043	-0.027	-0.001
Si	1.372	15.004	15.033	-0.013	0.011	-0.017
Si	4.088	12.24	15.023	-0.022	-0.017	-0.009
Si	6.851	4.101	14.981	-0.036	-0.065	-0.03
Si	9.644	1.33	14.986	0.038	0.012	0.01
Si	6.869	9.518	14.933	-0.052	-0.031	0.001
Si	9.647	6.858	14.97	0.049	0.039	-0.062
Si	6.914	14.981	14.928	-0.054	-0.028	-0.029
Si	9.661	12.257	14.954	-0.01	0.072	0
Si	12.42	4.093	15.06	-0.026	0.059	0.009
Si	15.07	1.371	15.112	0.021	-0.009	0.009
Si	12.399	9.546	15.025	-0.064	0.004	0.066
Si	15.152	6.791	15.132	-0.039	0.069	0.134
Si	12.378	15.034	15.089	0.008	0.079	0.062
Si	15.043	12.354	15.07	0.039	0.004	0.083
Si	0.039	-0.043	16.438	-0.035	0.022	0.118
Si	2.738	2.661	16.478	0.08	0.126	0.192
Si	0.071	5.381	16.612	0.1	-0.056	-0.007
Si	2.69	8.067	16.398	0.157	0.101	0.024
Si	0.048	11.019	16.416	-0.063	0	0.032
Si	2.732	13.626	16.391	-0.033	0.073	0.087
Si	5.544	-0.034	16.216	0.138	-0.057	0.018
Si	8.276	2.731	16.268	-0.096	0.088	0.005
Si	5.485	5.477	16.343	-0.151	-0.052	0.147
Si	8.285	8.222	16.316	-0.092	-0.108	0.125
Si	5.435	10.767	16.305	0.128	-0.039	0.118
Si	8.329	13.648	16.285	-0.01	-0.121	0.072
Si	10.976	-0.017	16.437	-0.049	0.024	0.056
Si	13.726	2.731	16.535	-0.049	-0.061	0.088
Si	11.1	5.581	16.314	-0.014	-0.065	0.163
Si	13.832	8.26	16.433	0.053	-0.064	0.085
Si	10.97	10.864	16.357	0.075	0.07	0.052
Si	13.742	13.718	16.543	-0.001	-0.069	0.112
Si	1.433	1.178	17.9	0.174	-0.262	-0.121
Si	4.112	4.136	17.773	0.038	0.045	-0.159
Si	1.479	6.757	17.991	0.125	-0.116	0.074
Si	4.059	9.375	17.753	-0.035	-0.235	-0.107
Si	1.34	12.362	17.883	-0.014	0.132	-0.017
Si	4.224	15.008	17.577	-0.024	0.074	-0.26
Si	6.959	1.261	17.565	-0.013	-0.042	-0.029
Si	9.663	4.185	17.51	-0.007	-0.014	-0.114
Si	6.884	6.88	17.645	-0.013	0.132	-0.235
Si	9.645	9.498	17.785	0.062	-0.014	0.029
Si	6.981	12.112	17.447	0.053	-0.003	-0.294
Si	9.635	14.968	17.809	-0.065	-0.106	-0.013
Si	12.284	1.373	17.864	-0.133	0.025	0.025
Si	15.127	3.981	18.042	-0.116	0.121	-0.074
Si	12.492	6.896	17.788	0.056	-0.086	-0.07
Si	15.198	9.651	17.849	0	0.085	-0.016
Si	12.294	12.232	17.735	-0.044	0.007	-0.073
Si	15.141	15.143	18.003	0.097	0.091	-0.225
Si	0.143	2.519	19.372	0.053	-0.307	0.02
Si	3	-0.26	19.196	-0.075	0.254	0.115
Si	0.173	8.273	19.266	-0.06	0.166	0.118
Si	2.932	5.419	19.494	0.01	-0.173	0.108
Si	0.088	13.748	19.491	0.247	-0.083	0.229
Si	2.657	10.785	19.028	0.116	-0.251	0.082
Si	5.554	2.601	18.785	-0.04	-0.004	0.097
Si	8.111	-0.134	19.097	0.03	-0.008	0.212
Si	5.51	8.037	19.163	0.092	0.134	0.147
Si	8.226	5.426	18.846	0.124	0.139	0.245
Si	5.573	13.458	18.612	0.194	0.11	0.259
Si	8.183	10.858	19.021	0.034	0.137	0.214
Si	10.904	2.951	19.006	-0.172	-0.092	-0.145
Si	13.563	0.003	19.321	0.217	0.179	-0.098
Si	11.174	8.294	19.178	-0.042	-0.067	0.186
Si	13.808	5.551	19.309	-0.093	0.217	0.21
Si	10.942	13.486	19.205	0.013	-0.054	0.182
Si	13.751	11.054	19.143	0.133	-0.002	0.167
Si	1.761	3.625	20.603	0.266	0.204	0.241
Si	4.099	1.532	20.23	0.105	-0.143	0.044
Si	1.542	9.594	20.786	0.234	0.079	-0.214
Si	5.015	6.174	20.691	-0.01	0.267	0.159
Si	2.721	14.477	20.947	0.169	-0.008	0.122
Si	4.344	12.029	19.91	0.001	-0.125	0.377
Si	7.004	3.884	20.006	-0.037	-0.446	0.121
Si	9.446	2.117	20.657	0.111	0.286	0.008
Si	6.51	9.851	20.321	-0.16	-0.145	0.324
Si	10.474	6.526	20.571	0.056	0.093	0.203
Si	6.917	14.544	20.141	-0.305	0.133	0.099
Si	9.169	12.416	20.49	0.102	-0.13	0.023
Si	11.92	4.595	20.346	-0.144	0.074	0.021
Si	14.631	0.936	21.335	-0.098	0.014	-0.019
Si	12.598	9.581	20.59	-0.019	0.151	-0.036
Si	14.866	7.363	20.579	-0.095	-0.214	0.103
Si	12.732	14.482	20.375	-0.627	0.045	0.012
Si	14.564	12.843	20.505	0.125	-0.495	0.018
Si	0.784	-4.077	27.322	0.003	-0.131	0.133
Si	1.124	4.471	23.5	0.334	0.019	0.281
Si	2.322	6.766	24.386	0.196	0.061	0.372
Si	3.446	9.229	23.319	0.076	0.134	0.27
Si	0.869	15.189	26.479	-0.116	0.031	0.028
Si	1.714	11.451	24.712	0.063	-0.007	0.274
Si	4.876	1.091	23.159	0.055	0.098	0.333
Si	8.161	0.007	27.284	0.063	-0.232	-0.121
Si	10.571	7.295	28.377	0.054	-0.082	-0.112
Si	11.381	3.457	22.336	-0.038	0.136	-0.142
Si	6.555	9.441	23.33	0.048	0.036	0.21
Si	11.685	10.578	23.472	-0.104	-0.104	0.361
Si	14.622	-2.522	27.152	-0.03	0.02	0.102
Si	13.548	2.461	28.794	0.044	-0.05	0.114
Si	9.725	5.909	23.286	-0.054	0.151	0.07
Si	15.872	11.152	22.792	0.034	-0.05	0.287
Si	9.392	13.789	25.671	-0.089	0.093	-0.051
Si	13.773	18.297	23.434	0.071	0.345	0.027
Si	3.23	-0.138	25.218	0.039	-0.046	0.024
Si	4.998	0.724	27.677	-0.03	-0.043	-0.016
Si	2.732	4.314	25.878	0.096	0.162	0.148
Si	8.704	9.459	29.625	-0.034	0.056	-0.123
Si	8.409	12.135	28.154	-0.034	-0.011	-0.091
Si	4.268	13.218	25.079	0.098	-0.095	0.148
Si	5.623	3.696	24.643	-0.071	0.032	-0.013
Si	7.88	3.185	26.698	-0.111	0.001	0.095
Si	6.603	6.498	23.365	-0.058	-0.011	0.246
Si	8.846	11.529	23.598	-0.004	0.089	0.172
Si	12.485	13.337	24.946	-0.266	-0.012	0.293
Si	13.238	-0.838	22.964	0.004	-0.304	0.295
Si	13.26	8.235	27.207	0.03	0.116	-0.026
Si	14.226	5.63	26.806	0.011	0.021	-0.135
Si	19.483	12.5	29.232	-0.11	0.006	-0.171
Si	15.93	6.878	23.524	0.029	0.112	0.344
Si	14.528	12.742	31.563	-0.029	0.177	-0.238
Si	0.475	4.618	32.451	-0.057	-0.008	-0.382
Si	2.338	-0.388	31.584	-0.033	-0.044	-0.222
Si	-2.365	9.105	24.536	-0.072	0.031	0.19
Si	6.52	5.414	28.523	-0.017	0.013	-0.048
Si	5.344	11.308	33.102	0.003	-0.208	-0.411
Si	5.965	8.41	28.393	-0.03	-0.031	-0.221
Si	4.04	3.531	28.534	-0.118	-0.057	-0.097
Si	13.539	0.376	30.974	0.206	-0.171	-0.048
Si	9.933	5.398	26.21	0.02	0.131	0.164
Si	14.863	2.909	26.183	0.056	0.081	0.202
Si	5.377	11.297	27.518	-0.097	-0.013	-0.082
Si	9.57	14.621	29.537	0.227	-0.005	-0.146
Si	15.277	6.993	28.961	0.028	0.181	-0.05
Si	15.832	-0.901	32.541	-0.105	-0.027	-0.643
Si	17.666	6.073	30.01	0.11	0.027	-0.191
Si	12.794	14.201	29.615	0.055	-0.072	-0.084
Si	21.483	14.763	22.806	0.325	-0.175	0.107
Si	2.085	2.51	30.712	-0.053	-0.103	-0.17
Si	6.56	5.794	31.531	-0.151	-0.017	-0.227
Si	2.809	9.409	32.574	0.001	-0.053	-0.06
Si	3.954	7.3	30.521	0.109	-0.133	-0.051
Si	2.782	15.413	28.754	-0.08	0.022	-0.002
Si	3.479	13.421	32.27	-0.149	0.247	-0.229
Si	6.033	3.861	33.687	0.03	-0.089	-0.103
Si	11.924	1.936	33.177	-0.006	-0.047	-0.114
Si	8.285	10.954	32.295	0.004	-0.143	-0.11
Si	9.113	6.635	33.182	0.05	0.009	-0.163
Si	9.381	13.898	32.413	-0.062	-0.066	-0.093
Si	12.122	13.063	33.552	0.159	0.022	0.036
Si	11.354	4.725	32.732	-0.007	-0.137	-0.161
Si	16.429	3.283	28.788	0.053	-0.079	-0.058
Si	14.919	7.999	33.336	-0.006	-0.083	-0.208
Si	14.136	5.583	31.624	0.14	0.082	-0.172
Si	11.895	21.089	28.363	-0.172	0.041	0.065
Si	16.403	10.4	32.513	-0.101	0.214	-0.108
O	-0.799	-0.85	34.151	-0.13	0.113	0.396
O	-1.404	1.438	35.228	0.237	-0.076	0.09
O	2.725	1.181	31.417	-0.027	-0.06	-0.009
O	4.634	2.989	33.858	0.079	-0.063	0.05
O	-0.674	7.185	34.515	0.234	0.038	0.16
O	0.683	4.848	34.054	-0.169	0.003	0.096
O	2.484	8.792	34.059	-0.26	-0.272	0.148
O	3.073	8.219	31.512	-0.227	-0.053	-0.036
O	0.005	10.783	34.102	-0.013	-0.029	0.333
O	1.567	10.335	32.051	-0.015	0.01	0.212
O	2.436	13.097	33.513	-0.101	0.092	0.445
O	4.956	12.857	32.66	0.193	0.069	-0.002
O	6.586	-0.774	34.975	-0.325	0.156	-0.138
O	2.463	1.848	35.277	-0.281	-0.124	0.456
O	9.214	1.489	35.157	0.112	-0.187	0.338
O	7.272	3.016	34.345	0.234	0.172	0.188
O	4.225	7.02	35.069	0.054	-0.082	0.496
O	5.976	5.305	34.43	0.231	0.152	0.256
O	9.681	8.151	33.503	0.044	0.094	0.069
O	8.653	10.529	33.832	0.001	0.034	0.131
O	4.126	12.5	35.461	-0.365	0.018	0.037
O	2.935	14.798	35.6	0.286	-0.27	0.141
O	10.97	13.872	32.762	0.205	0.055	-0.035
O	8.47	14.296	33.71	-0.325	-0.116	0.131
O	11.286	0.679	34.01	0.028	-0.34	0.31
O	17.985	-0.399	25.241	-0.149	-0.098	-0.076
O	13.066	2.699	34.07	-0.02	0.236	0.144
O	12.572	1.311	31.843	-0.354	0.229	-0.036
O	9.097	5.98	34.702	0.106	0.12	-0.124
O	11.603	5.066	34.329	-0.069	0.278	0.227
O	14.034	6.904	32.556	-0.214	-0.097	0.075
O	13.912	9.119	33.95	0.09	-0.052	-0.01
O	11.465	11.679	34.094	0.1	-0.036	-0.074
O	12.817	7.488	35.634	-0.384	0.005	0.073
O	14.823	12.499	35.219	-0.013	-0.062	0.292
O	12.692	14.056	34.729	0.169	0.009	0.075
O	1.013	3.683	22.102	-0.271	-0.051	-0.128
O	1.563	3.673	24.888	-0.25	0.097	-0.065
O	4.905	0.98	21.543	0.302	0.045	-0.228
O	3.038	2.61	20.898	-0.253	0.169	-0.454
O	3.533	7.795	24.113	-0.021	-0.103	-0.318
O	2.801	9.08	21.798	-0.371	0.099	-0.456
O	5.48	6.791	22.185	-0.165	0.306	-0.169
O	2.326	5.587	23.24	-0.18	-0.155	-0.063
O	3.473	14.963	22.364	-0.281	0.088	-0.046
O	-0.786	15.082	26.526	-0.028	0.147	0.1
O	5.432	11.074	20.763	-0.167	-0.122	-0.447
O	3.414	12.967	20.906	-0.04	0.308	-0.204
O	5.883	4.756	20.862	-0.021	0.385	0.141
O	8.102	3.063	20.979	0.285	-0.193	-0.331
O	11.183	4.585	26.896	-0.127	-0.013	-0.189
O	8.946	0.591	20.369	-0.177	-0.28	-0.069
O	7.052	9.27	21.779	0.138	-0.022	-0.196
O	6.738	7.985	24.1	-0.21	-0.167	-0.229
O	10.495	6.883	22.214	0.151	0.176	-0.55
O	10.243	4.382	23.061	0.023	-0.334	0.051
O	8.241	13.751	20.7	0	0.088	0.006
O	5.954	14.655	21.458	0.072	0.143	0.009
O	9.13	11.75	22.003	-0.067	-0.122	-0.29
O	12.322	11.958	24.092	-0.067	0.156	-0.227
O	8.893	6.221	20.186	-0.026	-0.028	-0.422
O	10.508	2.09	21.934	-0.026	0.045	0.258
O	14.69	-0.545	22.183	-0.14	-0.194	0.098
O	16.007	1.53	20.656	-0.055	0.339	-0.401
O	13.693	8.43	21.16	0.116	0.162	-0.447
O	11.837	10.429	21.834	0.061	-0.199	-0.431
O	15.771	6.958	21.908	-0.124	0.173	-0.226
O	16.75	10.315	21.68	-0.177	0.144	0.134
O	12.132	15.09	21.842	0.413	-0.049	0.129
O	12.866	16.947	23.756	0.024	0.059	0.017
O	14.885	12.185	22.023	-0.228	0.225	-0.042
O	17.479	14.272	20.816	-0.488	-0.241	-0.55
O	-2.859	0.988	29.47	-0.14	-0.038	-0.138
O	-3.071	-2.024	24.042	0.29	0.168	-0.3
O	6.585	2.988	25.746	-0.157	-0.24	-0.108
O	4.052	0.736	26.346	-0.179	0.111	-0.163
O	2.52	5.966	25.82	0.137	0.179	-0.101
O	0.497	11.964	23.759	-0.15	0.306	-0.149
O	4.958	9.853	23.391	-0.2	-0.001	-0.124
O	-0.279	5.27	23.8	-0.078	-0.241	0.009
O	1.105	11.153	26.221	-0.029	-0.031	-0.035
O	2.885	12.552	24.586	-0.319	-0.005	-0.247
O	4.265	11.493	28.715	-0.062	-0.213	-0.043
O	5.575	9.645	27.333	0.036	0.036	-0.102
O	5.526	2.553	23.478	-0.103	-0.095	-0.115
O	5.661	-0.296	23.603	-0.082	-0.216	-0.186
O	6.499	0.028	27.494	-0.152	-0.112	-0.11
O	12.099	3.232	29.118	0.048	0.008	-0.155
O	8.133	6.087	22.979	0.09	-0.331	-0.105
O	6.113	5.199	24.246	0.08	0.1	-0.02
O	10.161	6.235	24.826	0.109	-0.044	0.025
O	13.284	6.85	26.307	0.037	-0.117	-0.05
O	9.169	12.643	26.812	0.304	-0.269	-0.095
O	7.493	10.649	23.965	-0.157	0.121	-0.079
O	11.022	13.954	25.425	0.062	-0.063	-0.205
O	10.139	10.592	24.025	0.169	-0.23	-0.232
O	15.617	-3.741	27.673	-0.041	-0.088	0.118
O	12.674	3.125	23.291	0.146	-0.125	0.087
O	13.691	-1.812	28.299	0.121	0.242	-0.262
O	14.829	2.143	24.724	0.113	-0.225	-0.101
O	14.489	4.454	25.747	0.146	-0.097	-0.212
O	11.247	5.984	29.147	-0.081	-0.057	0.085
O	14.998	10.181	23.783	0.244	-0.021	-0.365
O	14.247	8.202	28.533	0.171	0.006	-0.001
O	12.495	9.272	24.028	-0.241	-0.105	-0.273
O	8.79	13.023	24.325	-0.263	0.093	-0.046
O	13.614	12.87	30.181	-0.013	0.021	-0.088
O	18.003	11.994	28.705	-0.01	-0.184	-0.062
O	1.603	-0.481	27.744	0.101	-0.025	0.023
O	3.329	3.3	29.991	0.128	-0.056	0.228
O	4.984	4.857	28.587	0.066	-0.053	0.179
O	2.825	3.768	27.422	-0.167	0.003	0.043
O	4.151	3.904	25.245	0.152	0.015	-0.092
O	0.883	7.552	24.199	-0.046	0.032	-0.308
O	9.733	8.218	29.402	0.079	-0.103	0.329
O	7.189	8.965	29.311	0.123	-0.095	0.246
O	6.81	11.935	27.952	0.025	0.106	0.099
O	3.374	13.923	28.488	0.008	0.14	-0.127
O	3.906	14.769	25.499	0.107	0.112	-0.085
O	4.909	12.185	26.198	0.116	0.067	0.037
O	8.908	4.165	25.888	0.215	0.181	-0.136
O	5.053	2.284	28.177	0.245	0.083	0.145
O	14.911	3.171	29.403	0.019	0.282	0.255
O	11.703	8.312	27.717	0.152	-0.053	-0.11
O	9.552	6.609	27.273	-0.056	0.062	0.051
O	13.717	2.257	27.168	-0.122	0.005	-0.216
O	8.631	13.327	29.226	-0.243	-0.009	0.169
O	6.409	6.915	27.785	-0.13	-0.162	-0.011
O	13.446	21.404	28.07	0.231	-0.071	0.08
O	13.522	13.14	26.194	0.063	-0.342	0.028
O	8.669	-1.146	26.114	0.107	0.043	0.142
O	16.235	3.001	27.154	-0.027	0.064	-0.301
O	17.409	5.921	31.619	-0.13	0.026	0.257
O	15.261	4.51	32.162	-0.17	-0.133	-0.148
O	16.788	7.362	29.47	0.071	0.055	0.034
O	12.655	4.905	31.745	-0.201	0.053	-0.091
O	21.677	13.447	23.791	-0.221	0.154	-0.386
O	18.773	10.078	24.181	0.08	-0.006	-0.2
O	19.826	17.244	23.901	-0.015	-0.118	0.148
O	17.763	13.641	26.547	0.254	-0.082	-0.039
O	19.446	12.71	30.85	-0.192	-0.002	0.119
O	17.409	15.856	32.468	-0.01	-0.159	0.355
O	1.326	3.333	31.912	-0.134	0.1	0.073
O	0.991	2.161	29.519	-0.071	-0.216	-0.025
O	1.955	-1.002	30.139	0.03	0.158	0.11
O	4.114	-0.053	28.815	-0.092	-0.135	0.14
O	-1.75	7.619	24.205	0.173	-0.077	-0.182
O	-2.517	9.348	26.172	-0.153	0.026	-0.135
O	2.858	6.314	29.787	0.087	-0.057	-0.224
O	5.1	6.539	31.42	-0.101	0.183	0.017
O	4.157	10.307	32.599	0.101	0.212	0.07
O	3.551	15.069	32.152	-0.059	0.102	0.04
O	9.072	10.726	28.65	0.199	0.04	-0.047
O	4.669	8.177	29.352	-0.039	0.296	-0.011
O	6.339	4.276	32.132	-0.213	-0.272	0.265
O	7.137	5.671	30.013	0.152	-0.146	0.066
O	8.468	1.647	27.016	-0.109	0.073	0.136
O	9.017	-0.509	28.617	0.151	0.256	0.044
O	8.834	9.893	31.191	0.191	0.047	-0.041
O	7.457	4.195	27.94	0.114	-0.157	0.25
O	7.661	6.638	32.428	-0.057	0.191	0.089
O	10.151	5.747	32.261	0.088	-0.029	-0.183
O	9.288	14.928	31.129	-0.244	0.023	0.317
O	6.663	10.924	32.229	-0.183	-0.147	-0.084
O	11.168	14.185	29.26	-0.267	0.035	0.14
O	8.909	12.406	31.957	0.096	-0.066	0.057
O	10.902	3.138	32.679	0.081	-0.106	0.06
O	15.572	6.212	27.522	0.029	0.133	0.077
O	15	0.245	31.702	0.105	0.064	0.264
O	15.473	-2.349	31.862	0.222	0.046	0.219
O	17.13	4.714	29.234	0.053	0.023	0.064
O	14.562	6.115	30.143	-0.049	-0.06	0.191
O	13.399	12.586	32.697	-0.239	-0.164	0.272
O	12.919	15.29	30.816	-0.06	-0.073	0.296
O	15.857	8.862	32.324	-0.088	-0.233	-0.181
O	15.525	11.441	31.587	0.003	-0.186	-0.057
Si	-0.054	0.088	5.423	0.013	-0.025	-0.054
Si	2.653	2.794	5.461	0.046	-0.015	0.023
Si	-0.054	5.5	5.368	-0.023	-0.043	-0.075
Si	2.687	8.233	5.426	-0.06	-0.033	-0.028
Si	-0.003	10.95	5.45	0.003	-0.022	-0.037
Si	2.72	13.727	5.428	0.007	-0.001	-0.031
Si	5.415	0.037	5.453	0.111	-0.018	-0.005
Si	8.186	2.77	5.544	0.036	0.058	0.059
Si	5.402	5.56	5.518	0.018	-0.011	-0.009
Si	8.138	8.279	5.481	0.075	0.081	-0.101
Si	5.382	11.036	5.476	0.003	-0.025	0.011
Si	8.139	13.652	5.45	-0.149	-0.059	-0.057
Si	10.908	0.012	5.529	-0.07	0.002	0.052
Si	13.688	2.786	5.429	-0.02	0.017	-0.048
Si	10.939	5.506	5.52	0.069	0.023	-0.064
Si	13.619	8.2	5.409	-0.083	-0.09	0.01
Si	10.842	10.974	5.451	0.061	0.04	-0.001
Si	13.616	13.709	5.46	0.037	0.015	0.036
Si	1.325	1.404	6.827	-0.01	0.023	0.026
Si	4.049	4.136	6.835	-0.009	0.029	-0.001
Si	1.322	6.846	6.775	0.001	0.053	-0.039
Si	4.053	9.599	6.813	0.061	0.006	-0.065
Si	1.367	12.333	6.799	-0.022	0.006	-0.002
Si	4.077	15.063	6.83	0	0.006	0.021
Si	6.798	1.378	6.85	-0.042	0.027	-0.027
Si	9.577	4.128	6.879	-0.012	-0.042	-0.027
Si	6.799	6.901	6.862	-0.067	0.024	0.005
Si	9.528	9.603	6.854	-0.026	0.007	0.02
Si	6.785	12.333	6.86	-0.012	0.043	0.011
Si	9.52	15.023	6.834	0.031	0.055	-0.018
Si	12.325	1.402	6.819	0.045	-0.072	-0.048
Si	15.034	4.146	6.805	-0.023	0.01	0.01
Si	12.313	6.864	6.855	0.021	-0.036	0.038
Si	15.006	9.571	6.781	-0.038	0.08	-0.026
Si	12.263	12.315	6.811	0.007	-0.022	-0.019
Si	15.007	15.089	6.798	-0.075	0.053	-0.008
Si	-0.021	2.776	8.191	-0.007	-0.029	-0.01
Si	2.702	0.025	8.186	0.031	-0.003	-0.018
Si	-0.025	8.213	8.16	-0.018	-0.067	-0.005
Si	2.685	5.501	8.184	0.035	-0.035	-0.003
Si	-0.014	13.703	8.154	0.021	-0.042	-0.006
Si	2.705	10.96	8.19	0.018	0.012	0.011
Si	5.43	2.758	8.198	0.03	-0.042	-0.004
Si	8.179	0.007	8.207	-0.041	-0.049	0
Si	5.423	8.252	8.207	0.056	-0.016	0.02
Si	8.19	5.508	8.206	0.025	-0.007	0.006
Si	5.438	13.706	8.22	0.044	-0.003	0
Si	8.166	10.963	8.216	-0.012	-0.039	-0.011
Si	10.96	2.75	8.209	-0.012	0.046	0.022
Si	13.672	0.036	8.194	0.026	0.018	0.026
Si	10.933	8.234	8.201	0.024	0.028	-0.021
Si	13.68	5.488	8.203	-0.035	0.012	0.018
Si	10.917	13.681	8.194	-0.018	0.01	-0.002
Si	13.657	10.947	8.162	-0.01	-0.009	-0.001
Si	1.353	4.119	9.563	0.012	0.018	0.005
Si	4.079	1.373	9.565	-0.01	0.011	-0.001
Si	1.345	9.57	9.541	-0.026	0.035	-0.001
Si	4.071	6.85	9.55	0.006	0.029	-0.011
Si	1.349	15.048	9.554	0.006	0.01	-0.003
Si	4.078	12.314	9.566	0.025	-0.002	-0.009
Si	6.828	4.112	9.555	-0.032	0.007	-0.001
Si	9.583	1.37	9.557	0.005	-0.014	-0.01
Si	6.817	9.582	9.574	-0.012	0.026	-0.001
Si	9.588	6.848	9.571	-0.032	0.016	-0.004
Si	6.827	15.047	9.587	-0.009	0.046	0.004
Si	9.567	12.311	9.566	-0.003	0.006	-0.008
Si	12.332	4.111	9.575	-0.006	-0.022	0.007
Si	15.042	1.393	9.563	-0.014	0.017	0.012
Si	12.321	9.583	9.56	-0.024	-0.004	0.011
Si	15.05	6.848	9.564	0	0.005	0.003
Si	12.312	15.05	9.54	-0.019	0.021	0.005
Si	15.039	12.315	9.525	-0.028	0.03	0

Results
total energy: -115447.673 eV
total energy less fixed offsets of O -438.04, Si -107.15 eV per atom: 7.067 eV
